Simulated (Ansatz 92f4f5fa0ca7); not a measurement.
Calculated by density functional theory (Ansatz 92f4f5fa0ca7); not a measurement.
Periodic cell of 225 atoms, Si132O91As2, from a study of silicon, its oxide and their interface. The atomic structure is a simulated model.
Doubt: the cutoff is far below the 930 eV that the study's wrapper takes by default for these files, so forces and energies are approximate.
This geometry differs little from another in the collection (a relaxation step or a small displacement).

Settings
functional: PBE
potential files: Ansatz PAW
basis: plane waves
wave-function cutoff: 580 eV
density cutoff ratio: 5
exchange-correlation grid ratio: 1
k mesh: 1 x 1 x 1, Gamma-centred
self-consistency stop: 5e-08 eV per atom in the density residual
occupations: fixed
spin: none
net charge: 0

Cell vectors (angstrom)
a, 10.938, 0, 0
b, 0, 10.938, 0
c, 0, 0, 31.9494

Atoms and the computed forces on them: element, x, y, z (angstrom), force x, y, z (eV/angstrom)
Si, 10.6295, 0.006, 24.4334, -0.0059, -0.0023, -0.0171
Si, 5.0814, 0.1333, 24.6859, 0.0017, 0.0064, -0.0136
Si, 2.835, 2.3023, 24.55, 0.0097, 0.0016, -0.0118
Si, 8.5748, 2.4387, 24.5883, 0.0047, -0.003, -0.017
Si, 10.7136, 5.5944, 24.352, 0.004, 0.0055, -0.0089
Si, 5.1621, 5.6231, 24.4666, -0.007, -0.0024, -0.0145
Si, 2.9952, 7.9605, 24.4289, 0.0013, -0.0064, -0.0155
Si, 8.4276, 7.8353, 24.4416, 0.0093, 0.0006, -0.0046
Si, 1.297, 1.1393, 25.8477, 0.0098, 0.0046, 0.0042
Si, 6.819, 1.3342, 25.7612, -0.0005, 0.002, -0.0048
Si, 3.994, 4.0189, 25.7503, 0.0072, -0.0025, -0.0041
Si, 9.6932, 4.0308, 25.8654, 0.0031, 0.0035, 0.0019
Si, 1.3434, 6.7994, 25.6854, -0.0017, 0.005, -0.002
Si, 6.8086, 6.7284, 25.766, 0.0059, 0.0047, -0.0007
Si, 4.0044, 9.4753, 25.9733, 0.0024, 0.0103, 0.0068
Si, 9.4886, 9.4485, 25.8204, 0.0033, -0.0001, -0.0043
Si, 2.6377, -0.1227, 27.3003, -0.0042, -0.0128, 0.0041
Si, 8.1431, -0.0612, 27.1612, 0.0005, -0.0044, -0.001
Si, 0.0846, 2.6647, 27.2171, -0.0014, -0.0053, 0.007
Si, 5.4593, 2.7315, 27.1291, -0.0061, -0.0083, -0.0033
Si, 2.6716, 5.4226, 27.1228, -0.0027, -0.0023, -0.0014
Si, 8.1962, 5.3759, 27.1464, -0.0046, -0.0067, 0.0068
Si, 0.0162, 8.1588, 27.1435, 0.0007, -0.0028, -0.0047
Si, 5.517, 8.1505, 27.1906, 0.0005, -0.003, 0.0088
Si, 4.0875, 1.3388, 28.5064, -0.0062, -0.013, 0.0081
Si, 9.5446, 1.3349, 28.508, -0.0019, -0.0025, 0.0085
Si, 1.3901, 4.0741, 28.5743, -0.012, -0.0065, -0.0078
Si, 6.8143, 4.0696, 28.5391, 0.0021, -0.0061, 0.0016
Si, 4.0855, 6.7879, 28.4938, 0.001, 0.0034, 0.0168
Si, 9.5597, 6.7909, 28.4905, -0.0081, -0.0079, 0.0166
Si, 1.2933, 9.4881, 28.6345, 0.0109, 0.0078, -0.0344
Si, 6.827, 9.5405, 28.5757, -0.0027, -0.0068, -0.0081
Si, -0.0344, 0.0015, 29.919, 0.0102, 0.0153, 0.0018
Si, 5.4598, -0.0006, 29.9006, 0.0008, 0.0045, 0.0071
Si, 2.7632, 2.7186, 29.9092, -0.0011, -0.014, 0.0048
Si, 8.1995, 2.72, 29.8919, 0.0014, 0.01, 0.0043
Si, -0.0056, 5.4586, 29.8945, 0.003, 0.0104, 0.0038
Si, 5.4599, 5.4605, 29.8933, 0.0064, 0.001, 0.0031
Si, 2.749, 8.1663, 29.9095, 0.0109, 0.003, 0.005
Si, 8.225, 8.1805, 29.8949, 0.0057, -0.0073, 0.0033
Si, 1.3673, 1.3673, 31.2657, 0.0605, 0.0033, -0.0575
Si, 6.8362, 1.3673, 31.2657, 0.0552, -0.0305, -0.0091
Si, 4.1018, 4.1018, 31.2657, 0.0953, -0.0785, 0.0919
Si, 9.5708, 4.1018, 31.2657, -0.0708, -0.1227, -0.0646
Si, 1.3673, 6.8362, 31.2657, 0.029, -0.1781, 0.0464
Si, 6.8362, 6.8362, 31.2657, 0.0612, -0.0211, -0.1046
Si, 4.1018, 9.5708, 31.2657, -0.0379, -0.0976, -0.0166
Si, 9.5708, 9.5708, 31.2657, -0.1639, -0.1485, 0.1591
Si, 2.7345, 0, 0.6835, -0.0751, 0.0906, -0.0361
Si, 8.2035, 0, 0.6835, -0.1212, 0.065, -0.1614
Si, 0, 2.7345, 0.6835, 0.025, 0.1377, -0.0328
Si, 5.469, 2.7345, 0.6835, -0.0642, 0.1197, 0.0856
Si, 2.7345, 5.469, 0.6835, -0.0861, -0.0176, -0.1182
Si, 8.2035, 5.469, 0.6835, -0.066, 0.0915, -0.0799
Si, 0, 8.2035, 0.6835, -0.0094, 0.1299, 0.0612
Si, 5.469, 8.2035, 0.6835, -0.0398, 0.1227, -0.0559
Si, 4.0724, 1.3942, 2.0584, -0.0041, -0.0013, -0.0059
Si, 9.5713, 1.3705, 2.0321, 0.0121, -0.0082, -0.0031
Si, 1.3467, 4.1409, 2.0488, -0.042, -0.0002, -0.0015
Si, 6.8123, 4.1448, 2.042, -0.0029, -0.0097, 0.0048
Si, 4.0871, 6.8462, 2.0351, -0.0139, 0.0163, 0.0091
Si, 9.5559, 6.8517, 2.0511, 0.0105, 0.01, -0.0009
Si, 1.3482, 9.6108, 2.0493, -0.0074, -0.0141, 0.0034
Si, 6.7924, 9.6305, 2.0312, -0.0139, 0.0153, -0.0098
Si, -0.005, 0.0484, 3.4436, -0.0069, 0.0128, -0.0051
Si, 5.4368, 0.0496, 3.4412, -0.005, -0.0161, -0.0082
Si, 2.694, 2.7799, 3.41, 0.0204, 0.0313, -0.0067
Si, 8.2199, 2.7824, 3.3373, 0.0065, 0.001, 0.0287
Si, 0.0016, 5.5177, 3.4456, 0.0391, 0.0007, -0.014
Si, 5.4477, 5.5206, 3.4315, 0.0134, 0.0062, -0.0368
Si, 2.7269, 8.2397, 3.3727, 0.0234, 0.0014, 0.012
Si, 8.1776, 8.2818, 3.3416, -0.0346, 0.0016, 0.0003
Si, 1.3217, 1.4752, 4.8236, -0.0091, -0.0033, 0.0141
Si, 6.8358, 1.4941, 4.7107, -0.0024, 0.0338, -0.0005
Si, 4.0386, 4.1629, 4.7742, -0.0363, -0.0221, 0.0082
Si, 9.5666, 4.1038, 4.7524, -0.0102, -0.0027, -0.0017
Si, 1.3597, 6.9583, 4.7894, -0.0328, 0.0216, 0.029
Si, 6.7948, 6.9989, 4.7216, 0.0347, 0.0268, 0.0146
Si, 4.0639, 9.5704, 4.7837, -0.0079, 0.0398, 0.0064
Si, 9.5095, 9.6184, 4.7462, 0.0252, 0.0111, -0.0095
Si, 2.6784, 0.032, 6.0882, -0.0352, -0.0629, 0.0901
Si, 8.1905, 0.1322, 6.0511, 0.0189, -0.0185, -0.0216
Si, -0.0326, 2.8376, 6.2786, 0.0331, 0.0321, -0.0511
Si, 5.4691, 2.8378, 6.1042, 0.0109, -0.0335, 0.0116
Si, 2.7416, 5.6101, 6.1507, -0.0306, 0.052, -0.0184
Si, 8.213, 5.6075, 5.9324, 0.022, -0.0273, 0.03
Si, -0.0636, 8.3205, 6.1611, 0.0454, -0.0092, 0.0827
Si, 5.4697, 8.3084, 6.2362, -0.0187, 0.0225, -0.0354
Si, 4.3536, 1.1568, 7.3384, -0.0362, 0.0002, 0.0057
Si, 9.6738, 1.2248, 7.5171, 0.1471, -0.2423, 0.4159
Si, 1.1629, 4.5134, 7.4944, -0.0226, -0.0021, 0.0404
Si, 6.6169, 4.5702, 7.259, 0.124, -0.0106, 0.3076
Si, 4.2996, 6.734, 7.5769, 0.0051, -0.0734, 0.2206
Si, 9.724, 6.6418, 7.435, 0.0057, 0.0222, -0.0117
As, 1.1514, 9.818, 7.6852, -0.0862, 0.0529, -0.0735
Si, 6.6834, 9.9603, 7.4421, 0.0343, -0.0031, 0.0746
O, 9.585, 1.2417, 23.9963, 0.0015, -0.0002, 0.0167
O, 4.1085, 6.8098, 23.959, 0.0041, 0.0012, 0.0156
O, 4.0219, 1.2473, 24.0444, -0.0009, -0.0017, 0.0159
O, 9.5443, 6.708, 23.9132, 0, -0.0003, 0.011
O, -0.0267, 5.5901, 7.9626, 0.0283, -0.0134, 0.0132
O, 5.5007, 0.0985, 7.9279, -0.031, 0.013, -0.0216
O, -0.1299, 0.1445, 8.0978, -0.2116, 0.2211, -0.1831
O, 5.5296, 5.6518, 7.9044, -0.0756, -0.0317, -0.1823
O, 7.6076, 4.0984, 8.4858, -0.1049, -0.0129, -0.1306
O, 8.7907, 7.1097, 8.7247, -0.0137, 0.0106, 0.0165
O, 8.7714, 1.7239, 8.8497, 0.0815, 0.0252, -0.2461
O, 7.5947, 9.479, 8.7422, -0.0248, 0.0025, -0.0223
O, 3.5513, 1.8141, 8.6119, 0.0231, -0.0315, 0.0012
O, 3.5589, 7.2026, 9.0052, 0.0844, -0.0908, -0.2677
O, 2.0234, 4.0041, 8.8224, 0.0046, -0.0004, -0.0263
O, 8.1443, 3.4974, 23.3909, 0.001, 0.0031, 0.0122
O, 0.4563, 4.9455, 22.9675, 0.0014, -0.0043, 0.0103
O, 1.9292, 2.7668, 23.2597, 0.0013, -0.0057, 0.0138
O, 5.8345, 4.9195, 23.1319, 0.0034, 0.0004, 0.0127
O, 5.5356, 9.9954, 23.5302, -0.0098, -0.0007, 0.0276
O, 2.4574, 8.7053, 23.049, 0.0011, 0.0023, 0.0116
O, 0.1909, 10.0686, 23.1009, 0.0048, -0.0014, 0.0164
O, 7.8043, 8.5814, 23.1, -0.0026, 0.0013, 0.0067
Si, 8.6845, 7.69, 18.4859, 0.0031, -0.0041, -0.0074
Si, 8.8774, 6.3361, 13.6408, 0.0077, -0.0005, 0.0055
Si, 3.8374, 1.5211, 14.7654, -0.0018, -0.0085, 0.0107
Si, 2.1801, 5.7436, 17.6484, -0.0035, -0.0029, 0.0013
Si, 2.4263, 3.1446, 19.515, 0.0058, -0.0014, -0.0121
Si, 9.9281, 9.0063, 12.0721, -0.0119, -0.0065, -0.0215
Si, 1.342, 9.4249, 22.1023, 0.003, -0.006, -0.0161
Si, 9.2518, 0.9426, 13.2458, 0.0097, -0.0037, 0.0041
Si, 1.4275, 4.9977, 13.0882, -0.0012, -0.0152, 0.0038
Si, 1.8622, 8.1745, 12.9494, 0.0152, 0.0394, -0.0732
Si, 6.6655, 9.5584, 22.4608, 0.0024, -0.0082, -0.0216
Si, 4.5703, 4.5814, 15.7448, 0.0094, -0.0077, 0.0133
Si, 8.1864, 3.0666, 9.5832, -0.0022, 0.0058, -0.0953
Si, 0.8681, 8.239, 19.2926, -0.0001, -0.0055, -0.009
Si, 6.9646, 1.3535, 21.1297, -0.0019, -0.0009, -0.017
Si, 8.3132, 8.3482, 9.6799, -0.0011, 0.009, 0.017
Si, 10.9296, 5.1862, 15.6418, -0.0091, -0.0032, 0.0032
Si, 7.6017, 9.5176, 16.3925, 0.011, -0.0034, 0.0036
Si, 9.9445, 2.0598, 20.3423, 0.0019, 0.0006, -0.0163
As, 3.2582, 8.6923, 10.0607, -0.0103, 0.1564, 0.0213
Si, 6.7192, 3.3335, 17.455, 0.007, -0.0037, -0.0017
Si, 1.1786, 0.2118, 19.8302, 0.0041, -0.0021, -0.0106
Si, 3.2455, 2.7968, 12.3309, 0.0206, -0.0005, 0.0048
Si, 7.2375, 5.3866, 19.719, 0.0042, -0.0003, -0.0134
Si, 5.9578, 8.6176, 11.6523, -0.0419, 0.0156, -0.0482
Si, 5.8808, 6.0299, 13.2639, 0.012, 0.0141, -0.0263
Si, 4.6583, 9.7073, 17.6927, 0.0072, -0.002, 0.0013
Si, 1.0316, 3.6085, 22.1982, 0.0038, 0.0004, -0.0144
Si, 4.9108, 1.4872, 18.8469, -0.0001, 0.0008, -0.0046
Si, 3.1602, 3.0854, 9.5381, 0.0178, 0.0057, 0.0358
Si, 6.5261, 10.8251, 13.8476, 0.0186, -0.0009, 0.0155
Si, 10.3743, 0.142, 16.0545, -0.0018, 0.0049, 0.0006
Si, 5.6487, 3.6623, 11.1641, 0.0173, -0.0007, -0.0085
Si, 9.8911, 3.8586, 11.9154, -0.0148, 0.001, 0.0117
Si, 2.354, 9.9195, 15.6525, -0.0037, -0.0002, 0.0074
Si, 6.1018, 8.1117, 19.8486, 0.0036, -0.0033, -0.0105
Si, 6.9436, 3.9779, 22.4037, 0.0032, -0.0012, -0.0157
Si, 9.7752, 2.8022, 17.4284, 0.0006, -0.0006, -0.0065
O, 7.3003, 6.3064, 14.0277, -0.0118, -0.0051, -0.0038
O, 1.9074, 7.0527, 18.6982, 0.0035, 0, 0.0085
O, 10.2873, 4.0833, 16.6106, 0.0001, -0.0002, 0.0075
O, 6.1885, 9.9657, 17.1177, 0.0008, 0.0021, 0.0059
O, 10.2007, 0.7072, 14.5409, 0.0026, 0, 0.0012
O, 8.4626, 6.106, 18.8866, 0.0012, -0.0014, 0.0103
O, 5.227, 0.6875, 14.4583, 0.0061, -0.0062, -0.0062
O, 5.7319, 2.0477, 17.5629, 0.0023, -0.0015, 0.0068
O, 8.3597, 1.9441, 20.5878, 0.0044, -0.0043, 0.0135
O, 2.0152, 4.2936, 18.416, 0.0056, -0.0049, 0.0061
O, 6.9468, 2.8186, 10.6321, 0.0078, 0.0073, 0.0014
O, 4.8779, 2.6947, 12.2254, -0.0024, -0.0064, 0.0026
O, 6.0705, 4.3752, 16.3838, -0.002, 0.0001, 0.002
O, 4.5347, 3.9186, 9.9558, -0.013, 0.0061, -0.0086
O, 10.7028, 2.762, 21.6058, 0.0003, -0.0045, 0.0132
O, 9.7985, 6.1633, 14.9851, 0.0069, -0.0022, 0.0076
O, 6.0267, 6.4769, 19.8771, 0.0026, 0, 0.0095
O, 4.0943, 0.171, 18.3399, 0.0037, -0.0023, 0.0042
O, 9.3785, 10.518, 12.35, 0.0021, -0.0157, -0.0069
O, 2.8756, 4.3315, 12.7803, 0.0022, 0.0028, 0.0024
O, 1.922, 10.7097, 21.2387, 0.0022, -0.0013, 0.0115
O, 4.0067, 2.7266, 19.4246, 0.0026, -0.0033, 0.0067
O, 0.7494, 10.0684, 16.0759, 0.0108, -0.0087, 0.0016
O, 1.2923, 9.8007, 18.8713, 0.0042, 0.0003, 0.0051
O, 1.7263, 1.6645, 19.2963, 0.0019, -0.0038, 0.0069
O, 8.9622, 10.4242, 16.5887, 0.0027, -0.002, 0.0032
O, 4.8982, 8.5771, 18.8482, 0.0061, -0.0026, 0.0075
O, 9.675, 8.806, 10.4651, -0.0006, 0.0045, -0.0002
O, 6.7602, 4.0755, 18.901, 0.0029, 0.0001, 0.0083
O, 2.88, 1.6849, 13.4372, 0.0034, -0.0026, -0.0072
O, 5.8442, 8.7649, 21.3071, 0.0036, 0.0021, 0.0125
O, 2.5299, 2.452, 10.9105, 0.0012, -0.0006, 0.0108
O, 7.641, 4.8493, 21.2065, 0.0029, -0.0019, 0.0131
O, 5.3964, 7.4794, 12.6788, 0.0118, -0.0285, 0.0289
O, 0.5761, 8.999, 12.3959, -0.0017, -0.0062, 0.0061
O, 7.6613, 1.0526, 13.6225, -0.0088, -0.0043, 0.0021
O, 7.163, 9.6461, 14.8196, 0.003, -0.0001, -0.0126
O, 9.0475, 5.0044, 12.7077, 0.0082, -0.0037, 0.0037
O, 8.126, 8.0487, 16.9619, 0.0029, -0.0018, 0.0084
O, 6.2223, 2.5791, 21.9312, 0.0038, -0.002, 0.0115
O, 2.4165, 9.0124, 14.262, 0.0202, -0.0023, 0.0196
O, 0.4761, 4.4449, 11.8805, 0.0183, 0.0084, 0.0057
O, 0.84, 8.3106, 20.9631, 0.0038, 0.0012, 0.0127
O, 9.4136, 3.7858, 10.3673, -0.0158, -0.0194, -0.0239
O, 9.7258, 2.3504, 12.5537, 0.0082, 0.0044, -0.0004
O, 7.6485, 8.5495, 19.4456, 0.0022, -0.0006, 0.0092
O, 2.9008, 8.0115, 11.6986, 0.0721, -0.0252, -0.0143
O, 4.0144, 3.0426, 15.4058, 0.003, -0.0017, -0.0034
O, 0.8216, 4.3927, 14.4804, 0.0121, 0.0044, -0.0047
O, 10.0683, 3.0222, 19.0199, 0.0038, -0.0052, 0.0134
O, 9.2592, 7.7757, 12.9428, 0.0068, 0.0066, -0.0051
O, 10.5252, 0.5413, 20.1013, 0.0023, -0.0025, 0.0097
O, 6.0509, 5.0277, 11.9631, -0.0052, 0.011, 0.0171
O, 8.1788, 2.7299, 17.0706, 0.0032, -0.0015, 0.0066
O, 3.587, 5.4683, 16.7652, 0.0062, -0.0025, -0.0032
O, 4.9566, 9.034, 10.4238, 0.0528, -0.0124, 0.0472
O, 1.48, 6.6158, 13.2996, 0.0012, -0.0248, 0.0275
O, 4.8253, 5.4666, 14.3844, -0.0036, -0.0016, 0.0067
O, 2.0407, 3.8667, 20.9337, 0.0002, -0.0015, 0.0144
O, 10.5861, 1.4487, 17.0091, 0.0069, -0.0008, 0.0056
O, 1.0177, 6.0606, 16.5471, 0.0082, -0.0002, 0.0038
O, 7.3512, 10.9545, 21.9708, 0.0035, -0.0007, 0.0128
O, 5.9465, 0.9119, 19.9572, 0.0053, -0.0022, 0.0115
O, 6.2031, 10.0196, 12.4626, 0.015, 0.0239, 0.0242
O, 2.8982, 0.5284, 15.6451, 0.0048, 0.0011, 0.0014
O, 7.2596, 7.9732, 10.8786, 0.0038, 0.0058, 0.0106
O, 10.271, 8.0002, 18.7268, 0.0071, -0.0011, 0.008
O, 3.4599, 9.1917, 16.6704, 0.0068, -0.0031, -0.0016

Results
free energy: -145376.468 eV
free energy less fixed offsets of As -4856.12, O -568.88, Si -635.61 eV per atom: 4.372 eV

The program warned: the cutoff lies below the one the program advises for these potential files; the exchange-correlation potential is rough where the density is thin.
